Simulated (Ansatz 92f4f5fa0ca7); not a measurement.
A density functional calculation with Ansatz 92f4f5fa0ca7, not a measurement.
Periodic cell of 234 atoms, Si141O87As6, from a study of silicon, its oxide and their interface. The atomic structure is a simulated model.
Doubt: the cutoff is far below the 930 eV that the study's wrapper takes by default for these files, so forces and energies are approximate.

Settings: functional PBE; potential files Ansatz PAW; basis plane waves; wave-function cutoff 580 eV; density cutoff ratio 5; exchange-correlation grid ratio 1; k mesh 1 x 1 x 1, Gamma-centred; self-consistency stop 5e-08 eV per atom in the density residual; occupations fixed; spin none; net charge 0.

Cell vectors (angstrom)
a	11.6015	0	0
b	0	10.938	0
c	0	0	32.9963

Atoms and the computed forces on them: element, x, y, z (angstrom), force x, y, z (eV/angstrom)
Si	0.1084	-0.0345	24.2288	0.1817	-0.2085	-0.0355
As	4.0268	-0.1165	24.009	0.0256	-0.3494	0.0412
Si	7.8959	0.0172	24.4435	0.0833	-0.2965	-0.0621
As	2.0625	1.4147	24.04	-0.2265	0.4592	0.2047
Si	5.9758	1.3644	24.2248	-0.0088	0.2008	-0.1117
As	9.8093	1.4518	24.1898	-0.0533	0.2443	-0.081
Si	-0.0262	5.4445	24.2238	-0.0632	-0.314	-0.1883
Si	4.0355	5.6343	24.3149	0.0836	-0.0088	-0.4152
Si	7.8567	5.1933	24.408	0.0027	-0.4116	-0.0677
Si	1.9649	6.7402	24.3291	0.2615	0.1677	-0.4813
Si	6.078	6.7408	24.4963	-0.0801	0.3116	-0.0678
Si	9.6025	6.7237	24.3693	-0.0253	0.075	-0.3109
Si	2.0044	2.6682	26.164	-0.1261	-0.0229	-0.2641
Si	5.8299	2.6634	26.1991	0.1431	0.0985	0.051
Si	9.766	2.6203	26.3018	0.0556	0.092	-0.1509
Si	0.0562	4.07	26.1628	-0.1364	-0.2105	0.2947
Si	3.9367	4.0549	26.0917	-0.022	-0.1515	0.2434
Si	7.8008	3.944	26.3308	0.0164	-0.1447	0.198
Si	2.0145	8.2351	26.1414	-0.0658	0.233	0.2876
Si	5.9079	8.2162	26.3129	0.1116	0.1287	0.1759
Si	9.7494	8.1443	26.2404	-0.0394	0.2199	0.251
Si	0.0585	9.5597	26.1649	0.1061	-0.2072	0.0271
Si	3.9729	9.6247	26.1615	0.0866	-0.1071	-0.1714
Si	7.8635	9.5691	26.3415	-0.2433	-0.2116	-0.0786
Si	0.0666	-0.0441	28.1426	-0.0406	0.0881	-0.0706
Si	3.8967	-0.0095	28.1481	0.058	-0.0785	-0.0097
Si	7.7755	0.0216	28.2212	0.0326	0.0379	-0.0932
Si	1.9755	1.3587	28.152	-0.0543	0.0867	-0.1002
Si	5.8187	1.3546	28.1707	0.0101	-0.1266	-0.1417
Si	9.7452	1.3054	28.2251	-0.0191	0.0973	-0.0123
Si	0.0619	5.4446	28.1349	-0.0152	0.0977	-0.1031
Si	3.8945	5.4213	28.103	-0.0427	0.1926	-0.085
Si	7.7712	5.4449	28.1698	0.0516	0.1575	-0.0235
Si	1.9837	6.856	28.1191	0.0869	-0.1588	-0.0919
Si	5.8227	6.8096	28.1939	-0.0011	-0.0938	-0.029
Si	9.722	6.8096	28.1799	-0.0128	-0.1874	0.0025
Si	1.9336	2.7345	30.0971	0.0336	-0.016	-0.0231
Si	5.8008	2.7345	30.0971	-0.0085	0.0774	-0.002
Si	9.6679	2.7345	30.0971	0.1011	0.0326	0.1211
Si	0	4.1018	30.0971	0.1059	-0.0512	-0.1095
Si	3.8672	4.1018	30.0971	-0.0165	-0.0809	-0.2509
Si	7.7343	4.1018	30.0971	0.0299	-0.0986	0.0708
Si	1.9336	8.2035	30.0971	0.0532	-0.0303	-0.1267
Si	5.8008	8.2035	30.0971	-0.0221	-0.082	0.1223
Si	9.6679	8.2035	30.0971	0.064	0.0119	-0.0013
Si	0	9.5708	30.0971	0.1171	-0.1772	-0.0297
Si	3.8672	9.5708	30.0971	-0.0122	-0.0625	-0.1023
Si	7.7343	9.5708	30.0971	0.0005	-0.1119	0.2142
Si	0	0	32.0307	0.005	0.0914	-0.0022
Si	3.8672	0	32.0307	-0.0011	0.0472	-0.0081
Si	7.7343	0	32.0307	-0.0082	-0.0401	0.0284
Si	1.9336	1.3673	32.0307	-0.0121	-0.065	-0.0083
Si	5.8008	1.3673	32.0307	0.0034	-0.0678	-0.0183
Si	9.6679	1.3673	32.0307	0.014	0.0064	0.0182
Si	0	5.469	32.0307	0.02	0.0871	-0.0011
Si	3.8672	5.469	32.0307	-0.0148	0.0815	-0.0424
Si	7.7343	5.469	32.0307	-0.0114	0.0134	0.023
Si	1.9336	6.8362	32.0307	0.0035	-0.1189	-0.0254
Si	5.8008	6.8362	32.0307	-0.0074	0.0402	-0.0035
Si	9.6679	6.8362	32.0307	-0.0007	-0.072	0.0152
Si	1.9336	2.7345	0.9679	-0.0739	0.1278	-0.0603
Si	5.8008	2.7345	0.9679	-0.0678	0.1551	-0.0407
Si	9.6679	2.7345	0.9679	-0.0048	0.1184	-0.0358
Si	0	4.1018	0.9679	-0.0391	0.0136	0.0013
Si	3.8672	4.1018	0.9679	-0.0626	-0.0053	-0.0636
Si	7.7343	4.1018	0.9679	0.009	0.0221	-0.023
Si	1.9336	8.2035	0.9679	-0.0631	0.154	-0.0153
Si	5.8008	8.2035	0.9679	0.0051	0.0704	-0.0863
Si	9.6679	8.2035	0.9679	-0.0383	0.0793	0.2077
Si	0	9.5708	0.9679	0.002	-0.0357	0.0153
Si	3.8672	9.5708	0.9679	-0.09	0.0006	0.013
Si	7.7343	9.5708	0.9679	-0.0518	0.0184	-0.1375
Si	-0.0373	0.0051	2.9073	-0.1172	-0.0397	0.0655
Si	3.801	0.0361	2.8853	0.0255	-0.0334	0.0497
Si	7.6877	0.0444	2.8553	0.0392	0.0565	0.1091
Si	1.8739	1.4102	2.9141	-0.0412	-0.082	0.1088
Si	5.7357	1.3877	2.8951	-0.0166	-0.1139	0.1039
Si	9.6412	1.3749	2.8878	0.012	-0.1207	0.0086
Si	-0.0377	5.4879	2.8993	-0.0585	0.1649	0.0657
Si	3.8119	5.5066	2.8744	0.029	0.0308	0.0185
Si	7.7007	5.4682	2.9009	0.0055	0.0983	0.0165
Si	1.8872	6.8809	2.9209	-0.0271	-0.1119	0.1218
Si	5.7618	6.8438	2.8831	0.0349	-0.0759	0.0685
Si	9.625	6.8602	2.9365	0.0111	-0.0843	0.0346
Si	1.8297	2.7797	4.8702	0.0347	0.1993	0.069
Si	5.6675	2.7616	4.8297	0.173	0.1938	-0.1531
Si	9.6463	2.7069	4.8357	-0.1993	0.2472	-0.1835
Si	-0.1215	4.1969	4.879	0.0121	-0.1898	-0.1214
Si	3.7606	4.1802	4.8098	0.0749	-0.035	0.0575
Si	7.6722	4.0275	4.7804	-0.0553	-0.1443	-0.0917
Si	1.8631	8.2433	4.8941	-0.1484	0.2602	-0.1658
Si	5.713	8.2615	4.7772	0.2019	0.1386	-0.0835
Si	9.5448	8.2238	4.9176	-0.0413	0.1884	-0.2726
Si	-0.1036	9.5994	4.874	0.1395	0.0153	0.172
Si	3.8028	9.6398	4.8296	-0.0679	-0.004	0.1874
Si	7.6601	9.6588	4.7897	0.0298	-0.129	0.0906
As	-0.0569	-0.1418	7.0049	0.1586	-0.1599	-0.2028
As	3.8482	-0.1239	6.963	-0.0824	-0.1992	-0.138
Si	7.6755	0.1316	6.723	0.0327	-0.3814	-0.0912
Si	1.9019	1.2756	6.709	0.05	0.2324	0.1978
Si	5.7127	1.4135	6.7514	-0.1394	0.236	0.2482
Si	9.6939	1.3918	6.7823	0.2217	0.2377	0.2777
Si	-0.2861	5.6296	6.8067	0.0617	-0.2394	0.2613
As	3.7547	5.4279	6.8759	-0.0875	-0.1701	0.1195
Si	7.5235	5.3567	6.6756	-0.1706	-0.3339	0.0949
Si	1.7717	6.804	6.7637	0.1663	0.3169	0.1821
Si	5.7207	6.8419	6.6406	-0.1392	0.2971	0.0417
Si	9.2896	6.8922	6.8829	-0.1904	0.2116	0.3213
O	8.7361	7.7486	8.2609	0.2397	-0.1025	-0.2846
O	2.0109	2.2259	8.0764	-0.0141	-0.1309	-0.1691
O	6.033	7.8251	7.9762	-0.0435	-0.1301	-0.1669
O	7.3324	4.4144	8.0555	0.1326	0.084	-0.0888
O	5.7307	2.2673	8.1976	-0.0168	-0.0785	-0.178
O	7.5367	10.1072	8.0681	0.0321	0.0426	-0.1301
O	11.2854	4.6636	8.1653	0.0314	0.2009	-0.1918
O	1.7796	7.6753	8.2061	-0.0333	-0.1707	-0.3507
O	9.5714	4.1397	10.1737	0.0825	0.0687	-0.2668
O	9.13	7.6391	23.0374	0.1469	-0.0088	0.1512
O	7.9957	4.1772	23.0741	0.0053	0.1379	0.1314
O	7.8938	10.0114	23.0638	0.0799	0.0254	0.121
O	2.2249	7.3129	22.7323	-0.1656	-0.1129	0.1607
O	4.1486	5.4568	22.6034	-0.0993	-0.0028	0.2935
O	0.1352	9.9488	22.8378	-0.0479	0.1141	0.2855
O	6.1858	2.2431	22.7935	-0.0993	-0.1296	0.3138
O	11.4523	4.4266	22.8579	-0.0129	0.2384	0.4164
O	6.3863	7.7879	23.2176	-0.0063	-0.1167	0.1098
Si	9.0672	11.9156	20.3511	-0.1437	-0.09	-0.3561
Si	6.3824	3.5134	9.0341	-0.0276	-0.0747	0.2053
Si	13.3324	2.488	9.6575	-0.0085	-0.1694	0.0812
Si	-2.7535	7.4058	15.3052	-0.0862	-0.0571	0.023
Si	0.9651	3.048	19.0051	0.1137	-0.0255	-0.2368
Si	-0.4355	-3.6219	19.747	0.0443	-0.162	-0.3479
Si	7.3513	8.5862	8.6115	-0.1487	-0.0591	0.2308
Si	-4.2915	5.8926	13.0375	0.0361	0.0095	0.0967
Si	5.9379	11.2313	16.2686	0.0459	-0.042	0.0737
Si	7.7655	8.4402	22.6311	-0.1355	0.0799	-0.2921
Si	7.3241	3.1389	21.9986	-0.0337	0.0465	-0.077
Si	14.5538	6.1941	21.7424	0.0626	0.1729	-0.1836
Si	11.9258	4.8081	21.3471	0.1596	0.0331	-0.4995
Si	11.8615	7.9613	14.9688	-0.049	-0.0266	-0.0405
Si	1.953	11.0908	19.2202	0.1657	0.1261	-0.226
Si	4.4809	9.7853	18.5443	0.0564	-0.015	0.0103
Si	-1.0237	3.5082	9.0568	-0.155	-0.0755	0.1933
Si	1.5063	0.7497	12.0586	-0.012	-0.1095	0.1606
Si	8.5031	3.4742	11.2129	0.0022	0.0509	0.3252
Si	-1.4102	12.2438	12.9638	-0.0262	0.0304	0.0101
Si	3.6368	4.579	18.004	0.099	0.1023	0.0123
Si	8.3546	7.0359	18.2727	-0.0532	0.0875	-0.0608
Si	3.3456	-1.7986	11.7908	0.0304	0.0225	0.3317
Si	0.5832	-0.0524	16.3706	-0.076	0.0751	0.0671
Si	2.2367	-3.4213	9.7453	0.1192	-0.0137	0.5003
Si	3.8225	4.8039	10.4061	0.0487	0.0167	0.1954
Si	1.7759	5.4137	14.4541	-0.0188	-0.021	-0.0522
Si	7.2568	9.3591	19.7887	-0.0775	-0.0205	-0.3844
Si	6.563	-6.3758	19.3102	0.0301	0.1022	-0.3541
Si	1.2418	7.2232	12.378	0.0561	0.0138	0.1576
Si	0.9385	2.3705	14.4248	-0.0699	0.0355	0.049
Si	-0.1211	10.0392	21.2193	-0.0208	0.0502	-0.4
Si	4.5377	4.7745	13.5491	0.1203	0.0723	0.0474
Si	-3.6491	-0.7583	14.064	0.0068	-0.104	0.0679
Si	2.68	7.2354	18.8794	0.0165	0.0787	-0.1406
Si	7.5172	2.6071	17.0358	0.0501	0.0608	-0.0372
Si	10.2483	1.877	17.5027	0.0424	0.0433	-0.0942
Si	4.9788	2.9232	15.6381	-0.0107	0.0281	-0.0264
Si	6.5212	8.6649	11.7047	-0.0666	-0.1332	0.4137
O	-0.0199	2.8207	17.7062	0.0238	0.0288	0.0439
O	-4.2336	5.9756	19.0498	-0.0327	-0.0994	0.0916
O	12.8671	1.1746	15.5126	0.0844	0.01	-0.0066
O	3.2787	6.2665	9.9346	0.0046	-0.0172	-0.0998
O	8.2106	6.775	16.6671	0.0248	-0.0175	-0.0054
O	6.6516	4.0788	20.8531	-0.0189	-0.0232	0.1975
O	0.2209	8.0976	13.3204	-0.0247	0.0208	-0.0528
O	0.1634	2.8177	9.9183	0.0073	0.0008	-0.0769
O	10.4455	7.4293	15.5248	0.0755	0.0098	0.0425
O	5.1818	4.4534	9.5984	0.0644	0.0489	-0.0691
O	5.2266	-0.9154	17.0987	-0.0197	0.0379	-0.0473
O	9.801	2.4059	8.12	-0.0133	-0.0903	-0.1528
O	4.5952	3.231	14.0884	0.0013	-0.0183	0.0275
O	-2.0119	1.6065	18.9506	-0.0551	-0.0651	0.2853
O	-0.932	0.4727	16.7585	0.0418	-0.0489	0.0152
O	3.3583	6.9253	20.3436	0.0322	-0.0898	0.3423
O	7.2946	3.4292	18.4064	-0.0289	-0.0085	0.145
O	2.7654	7.8291	12.5997	-0.0384	0.001	-0.0375
O	4.2008	15.7667	11.9812	-0.0881	-0.0232	-0.3164
O	8.4064	-1.9976	15.013	-0.0156	0.0653	-0.0108
O	4.053	3.823	16.6315	-0.0263	-0.0325	-0.0003
O	-1.2218	0.2998	21.0436	0.1095	0.0114	0.132
O	3.3984	16.4721	14.4228	-0.0722	-0.002	0.0308
O	1.3857	10.6426	17.7597	-0.0395	-0.0374	0.048
O	9.9362	6.9419	18.7247	0.1086	0.0185	0.1469
O	1.3023	3.9013	14.9177	-0.0128	-0.0113	-0.0221
O	1.9365	-5.9462	21.3431	-0.0044	-0.0711	0.141
O	4.9661	4.6426	18.9583	-0.0025	-0.0319	0.0738
O	4.9691	9.16	11.9572	-0.0254	0.0107	-0.142
O	-0.4064	-4.7465	20.9179	-0.1059	-0.0104	0.1806
O	5.6369	9.4938	19.6508	0.0073	-0.0046	0.0378
O	-3.6897	-0.1128	19.9901	0.1047	0.1121	0.1474
O	7.62	8.3873	21.0244	0.0982	-0.1039	0.29
O	7.8454	8.5793	18.4803	0.0186	0.0289	0.1375
O	-3.6258	4.6421	12.2284	0.0182	-0.0836	-0.1513
O	13.9198	-7.0862	18.6192	-0.0639	-0.0036	0.045
O	15.19	0.1026	19.1185	-0.0556	-0.0436	0.0557
O	-2.3768	2.2237	11.9991	-0.0058	0.0128	-0.0814
O	8.4255	13.0844	21.2915	0.0086	0.0625	0.1732
O	1.491	1.6467	19.5925	-0.0264	-0.0425	0.1262
O	9.0994	13.5854	16.6243	-0.0016	-0.0214	-0.0047
O	2.9741	8.9109	10.2092	-0.0281	-0.0947	-0.2819
O	4.7294	1.3399	15.9193	-0.0572	0.0314	-0.0429
O	0.044	3.7081	20.1805	-0.0764	0.0676	0.2095
O	1.2075	-5.2644	12.9222	-0.0074	0.041	-0.0771
O	14.7293	6.1137	17.7779	-0.015	-0.0497	0.0659
O	12.925	-0.72	20.4477	-0.099	-0.0402	0.217
O	3.3935	8.5932	18.3527	-0.0454	-0.0326	0.0215
O	-4.9036	10.8509	14.876	-0.0098	-0.0203	-0.0234
O	-0.1513	0.5086	12.194	0.0827	-0.0119	-0.0587
O	1.284	6.7149	15.3446	0.0037	-0.0102	0.0332
O	7.4342	9.635	12.6297	0.0077	0.0342	-0.1106
O	1.0334	18.2894	18.9724	-0.0761	-0.0158	0.0972
O	8.4392	6.4417	14.0651	0.0382	-0.0083	-0.0139
O	-2.3976	0.2532	13.7471	0.0186	-0.0032	0.0179
O	2.6743	3.6947	10.1609	-0.033	-0.0108	-0.0885
O	7.0313	8.8	10.1849	0.1306	-0.0123	-0.3902
O	-4.3664	13.8755	10.3209	-0.0999	-0.0023	-0.2901
O	12.1915	9.4439	15.5897	0.0025	-0.0286	-0.0278
O	14.1061	-0.5202	12.3984	-0.0933	0.0906	-0.0901
O	1.8204	12.9261	13.0934	0.0246	0.0097	-0.0508
O	1.9778	12.0847	10.5484	0.0176	0.032	-0.0631
O	-0.6659	2.2918	14.0533	0.0541	0.0328	-0.0294
O	5.991	5.429	13.8681	-0.0657	-0.0053	0.0064
O	-0.7629	8.7235	20.4919	-0.0041	0.145	0.2613
O	6.7812	7.0956	12.0757	-0.0405	0.098	-0.1536
O	6.5762	-7.6807	15.8664	0.0084	-0.0226	-0.0024
O	7.0311	1.0486	17.2393	-0.0397	-0.0123	0.0175
O	0.9404	7.2965	10.7698	0.0322	-0.0526	-0.2055

Results
free energy: -168251.941 eV
free energy less fixed offsets of As -4856.12, O -568.88, Si -635.61 eV per atom: -1.651 eV

The program warned: the cutoff lies below the one the program advises for these potential files; the forces do not sum to zero within the program's tolerance; the exchange-correlation potential is rough where the density is thin.
